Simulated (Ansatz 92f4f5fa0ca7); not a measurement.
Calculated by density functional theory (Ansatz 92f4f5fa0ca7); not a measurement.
Periodic cell of 236 atoms, Si145O89P2, from a study of silicon, its oxide and their interface. The atomic structure is a simulated model.
Doubt: the cutoff is far below the 930 eV that the study's wrapper takes by default for these files, so forces and energies are approximate.

Settings
functional: PBE
potential files: Ansatz PAW
basis: plane waves
wave-function cutoff: 580 eV
density cutoff ratio: 5
exchange-correlation grid ratio: 1
k mesh: 1 x 1 x 1, Gamma-centred
self-consistency stop: 5e-08 eV per atom in the density residual
occupations: fixed
spin: none
net charge: 0

Cell vectors (angstrom)
a 11.6015 0 0
b 0 10.938 0
c 0 0 32.0622

Atoms: element, x, y, z (angstrom)
Si -0.2066 -0.0486 23.2827
Si 3.6689 0.2386 23.2499
Si 7.5411 -0.115 23.4517
Si 1.6646 1.4127 23.4162
Si 5.738 1.4457 23.2233
Si 9.4349 1.2426 23.3639
Si 0.1696 5.3464 23.4318
Si 4.1079 5.3526 23.438
Si 8.0401 5.6167 23.5384
Si 2.1578 6.6468 23.3382
Si 5.9727 6.7906 23.5018
Si 10.0039 6.8882 23.5899
Si 1.8851 2.7069 25.3741
Si 5.8294 2.6843 25.2798
Si 9.63 2.7129 25.2606
Si 11.5903 4.052 25.3775
Si 3.8841 3.9953 25.3439
Si 7.7408 4.1133 25.3456
Si 1.9662 8.168 25.1993
Si 5.7854 8.182 25.3913
Si 9.7103 8.2792 25.4292
Si 11.6371 9.5772 25.267
Si 3.8679 9.5988 25.1535
Si 7.692 9.5392 25.4112
Si 11.6505 0.0052 27.2064
Si 3.9008 -0.0323 27.1617
Si 7.7627 0.0005 27.2887
Si 1.9811 1.3331 27.2657
Si 5.8311 1.3366 27.2179
Si 9.6981 1.349 27.2051
Si 11.5879 5.4869 27.2458
Si 3.8451 5.4346 27.2337
Si 7.716 5.4749 27.2716
Si 1.9352 6.8347 27.1822
Si 5.7616 6.8049 27.2883
Si 9.6548 6.8332 27.2865
Si 1.9444 2.7277 29.176
Si 5.7933 2.7201 29.1474
Si 9.683 2.7305 29.1436
Si 0.0118 4.1022 29.1648
Si 3.8626 4.0895 29.1748
Si 7.7318 4.083 29.1781
Si 1.9404 8.1909 29.1367
Si 5.7914 8.2006 29.1885
Si 9.6729 8.2151 29.1961
Si 0.0113 9.5684 29.1438
Si 3.8719 9.5666 29.13
Si 7.7347 9.5543 29.1945
Si 0 0 31.0965
Si 3.8672 0 31.0965
Si 7.7343 0 31.0965
Si 1.9336 1.3673 31.0965
Si 5.8008 1.3673 31.0965
Si 9.6679 1.3673 31.0965
Si 0 5.469 31.0965
Si 3.8672 5.469 31.0965
Si 7.7343 5.469 31.0965
Si 1.9336 6.8362 31.0965
Si 5.8008 6.8362 31.0965
Si 9.6679 6.8362 31.0965
Si 1.9336 2.7345 0.9679
Si 5.8008 2.7345 0.9679
Si 9.6679 2.7345 0.9679
Si 0 4.1018 0.9679
Si 3.8672 4.1018 0.9679
Si 7.7343 4.1018 0.9679
Si 1.9336 8.2035 0.9679
Si 5.8008 8.2035 0.9679
Si 9.6679 8.2035 0.9679
Si 0 9.5708 0.9679
Si 3.8672 9.5708 0.9679
Si 7.7343 9.5708 0.9679
Si 11.6172 0.0224 2.8974
Si 3.8656 0.0065 2.9167
Si 7.7533 0.0048 2.8953
Si 1.9446 1.387 2.9143
Si 5.8228 1.3443 2.8587
Si 9.6686 1.374 2.9158
Si 11.5745 5.4952 2.8696
Si 3.8884 5.4812 2.9047
Si 7.7518 5.5004 2.8919
Si 1.9259 6.8057 2.8706
Si 5.8223 6.8425 2.8885
Si 9.6687 6.892 2.9437
Si 1.935 2.8189 4.8113
Si 5.8558 2.7166 4.7557
Si 9.618 2.7788 4.8358
Si 11.5601 4.1115 4.7667
Si 3.9357 4.0853 4.817
Si 7.7411 4.1948 4.8525
Si 1.9103 8.1385 4.802
Si 5.8327 8.2355 4.7926
Si 9.6798 8.3082 4.8864
Si 11.6532 9.6394 4.8543
Si 3.8435 9.4679 4.7867
Si 7.7427 9.6636 4.8827
Si 11.6355 0.2101 6.7384
Si 3.7794 -0.0734 6.6511
Si 7.7405 0.0507 6.9051
Si 2.0816 1.4915 6.7447
Si 5.7353 1.2644 6.6303
Si 9.6909 1.5027 6.8386
Si 11.5515 5.4801 6.6738
Si 3.9986 5.411 6.7874
Si 7.7625 5.6308 6.8048
Si 1.9956 6.6269 6.6454
Si 5.8361 6.9462 6.7535
Si 9.7767 7.0102 6.8793
O 10.0287 7.9354 8.2719
O 7.67 9.9207 8.2085
O 7.4957 4.5836 8.0811
O 3.385 10.3135 8.1964
O 2.0359 7.5097 8.0393
O 4.0306 4.5581 8.2423
O 9.8944 2.3977 8.2427
O 2.635 2.3134 8.1245
O 11.4252 4.5715 8.0559
O 5.3834 2.3213 7.8596
O 5.823 7.9636 8.0846
O 11.405 10.2401 8.0932
O 11.2174 10.1109 21.7982
O 3.2361 10.5966 21.7387
O 5.7286 7.8121 22.2024
O 4.2209 4.5017 21.995
O 7.6421 9.7203 22.1746
O 10.2306 7.7009 22.1568
O 1.6125 2.3559 22.0398
O 5.936 2.4817 21.9115
O 8.5032 4.7215 22.204
O -0.0716 4.4214 22.0469
O 2.3864 7.4556 21.9023
O 9.1417 1.8717 21.8496
Si 1.9236 7.7478 9.6205
P 4.9094 0.6108 17.8627
Si 2.4523 5.3633 13.9863
Si 10.5178 3.8099 14.0658
Si 8.2059 2.3002 15.2444
Si 9.5244 2.2121 20.3085
Si 10.5835 3.6348 9.0776
Si 0.103 2.3437 11.5604
Si 10.9551 8.158 15.3971
Si 5.1649 6.8122 13.8452
Si 5.7747 2.594 11.1261
Si 8.5587 7.6563 19.3803
Si 8.143 4.8472 20.6236
P 5.9684 9.541 15.0261
Si 2.09 7.7306 20.3284
Si 1.9121 4.9687 18.7963
Si 4.4908 3.5427 18.0712
Si 8.4111 8.9211 16.7729
Si 0.8298 9.4672 13.2925
Si 9.9955 10.6725 11.6212
Si 5.359 3.7749 21.0722
Si 0.5435 5.4895 16.2427
Si 10.827 9.1144 9.0993
Si 6.5369 8.8932 21.2962
Si 7.1083 7.0406 11.3879
Si 2.6974 0.707 12.2124
Si 10.8286 8.7118 21.034
Si 5.9908 4.2683 15.6022
Si 7.1367 0.3961 12.8977
Si 4.0773 2.9547 8.6042
Si 0.8484 6.7241 11.9075
Si 6.5805 9.0375 9.063
Si 0.6528 3.2849 21.1103
Si 9.7553 6.5061 12.9084
Si 7.7668 4.4626 9.6811
Si 3.9271 10.1566 20.333
Si 4.2547 2.9887 13.5239
Si 3.8594 9.9785 9.726
Si 7.9206 0.801 18.0606
O 11.4847 3.1804 12.9296
O 9.3831 4.417 9.8773
O 8.7526 3.567 19.8419
O 3.9437 0.3768 19.1717
O 11.2655 4.4494 15.3608
O 9.8892 9.8007 10.2422
O 3.8078 1.4726 13.1366
O 0.5799 9.0886 14.8602
O 6.3752 1.1282 18.5279
O 4.747 3.3112 19.6584
O 6.2608 1.1471 11.7354
O 0.5561 8.6013 9.8832
O 5.6482 4.3301 17.2086
O 8.3684 7.1102 12.385
O 4.422 2.6411 10.179
O 2.0259 5.5666 15.5445
O 3.3675 0.0364 10.8979
O 5.8057 7.0049 12.3609
O 2.2871 6.4375 19.3747
O 0.6387 4.9783 17.7823
O 8.5194 10.7885 12.2617
O 5.4794 10.0529 9.6955
O 0.5467 8.215 20.2242
O 9.6807 2.5373 14.6287
O 2.0083 10.569 13.2137
O 9.9176 9.1223 16.188
O 6.3703 10.0014 13.4867
O 7.3818 1.3807 14.1789
O 1.6299 3.9803 20.0354
O 5.8672 5.6974 14.822
O 7.3844 8.7801 15.5077
O 1.5862 1.7222 11.6366
O 7.2238 8.292 10.3537
O 4.2842 2.0442 17.4358
O 7.0622 3.1342 10.2947
O 11.5103 6.9834 16.3692
O 7.9975 10.1579 17.7279
O 3.2776 8.503 10.1073
O 7.5203 3.7661 15.4186
O 3.1546 4.4258 17.9161
O 2.8901 3.8491 13.6241
O 1.3451 8.1608 12.4865
O 1.1487 5.6303 13.062
O 5.1267 8.221 14.6583
O 11.147 2.4101 20.2768
O 11.0164 9.9831 12.6779
O 5.3352 3.5291 12.4049
O 4.9962 3.1387 14.9605
O 6.5097 4.8594 20.625
O 8.3199 1.613 16.7084
O 10.5328 1.2381 11.333
O 10.8379 6.6408 11.6846
O 3.1427 8.8484 19.7738
O 1.6997 6.4106 10.5438
O 7.1545 8.1268 20.0275
O 8.4108 7.6074 17.7545
O 3.6229 6.3992 13.5927
O 9.5719 4.9542 13.3771
O 5.4946 9.9552 20.6773
O 10.2104 7.4318 14.1529
O 8.8207 6.1397 19.9101
O 7.1148 5.7104 10.4672
O 9.0014 1.0826 19.2557
O 11.6721 3.2445 10.2121
O 9.7014 8.7348 19.8484

Results
free energy: -144299.005 eV
free energy less fixed offsets of O -568.88, P -755.39, Si -635.61 eV per atom: 5.545 eV

Forces (eV/angstrom), in the order of the atoms: element, x, y, z
Si -0.0501 -0.0074 -0.083
Si 0.0632 -0.0816 0.0608
Si -0.0267 -0.0339 -0.1278
Si 0.0315 0.0176 -0.1208
Si -0.0494 0.0053 -0.0024
Si 0.0237 0.0371 -0.083
Si -0.0496 -0.0648 -0.1059
Si 0.0678 -0.0915 -0.0197
Si 0.0488 -0.0598 -0.069
Si 0.0341 0.0555 -0.091
Si -0.0674 0.0521 -0.0558
Si -0.0373 0.037 -0.0671
Si -0.0031 0.011 0.0126
Si -0.0055 0.0218 -0.0367
Si -0.0049 -0.0085 -0.045
Si -0.011 0.0334 0.0261
Si 0.0001 0.0541 -0.0451
Si -0.0047 0.0117 0.0136
Si 0.0119 0.0184 -0.0014
Si 0.0057 0.0065 -0.0082
Si 0.0205 -0.0047 0.0068
Si -0.0102 0.0028 -0.0021
Si 0.0046 0.0213 -0.0911
Si 0.0145 -0.0002 0.0082
Si -0.0102 -0.0038 0.0024
Si -0.0027 -0.0096 0.0064
Si 0.0081 -0.0145 -0.0084
Si -0.0154 0.0094 0.0284
Si -0.0054 -0.0057 0.0099
Si 0.012 0.011 -0.0069
Si 0 0.0068 -0.0064
Si -0.0189 -0.0058 -0.003
Si 0.0031 -0.0117 0.0052
Si -0.0096 -0.0058 -0.0104
Si 0.0204 0.0056 0.0173
Si -0.0192 0.0125 0.0178
Si -0.0464 0.0068 -0.0382
Si 0.0113 -0.0002 0.0348
Si -0.0197 -0.0085 0.0454
Si 0.0119 -0.0029 -0.0079
Si 0.0306 0.0258 -0.0069
Si 0.0183 -0.0004 -0.0426
Si -0.0006 0.0029 0.0127
Si 0.0346 -0.0032 -0.0702
Si 0.023 -0.016 -0.0712
Si 0.0017 0.0293 0.0473
Si -0.0438 0.0608 0.1023
Si -0.0223 0.01 -0.0274
Si 0.0426 -0.0017 -0.1071
Si -0.0161 0.0058 -0.1787
Si -0.0267 0.0917 0.1441
Si -0.0191 -0.0887 0.0964
Si 0.0013 -0.0107 -0.0846
Si 0.0193 -0.0559 -0.095
Si 0.0206 -0.0031 0.0112
Si 0.0222 0.0477 0.0409
Si -0.0031 -0.0036 0.0408
Si 0.011 -0.0027 -0.1358
Si -0.0279 -0.0866 0.1559
Si 0.0508 -0.1332 0.1724
Si 0.0386 0.0515 0.0685
Si -0.0272 0.0332 -0.1829
Si 0.0178 0.0332 0.0432
Si -0.0999 0.0053 -0.1046
Si 0.032 0.0137 0.0576
Si 0.0744 0.0535 0.0741
Si 0.0181 0.0282 -0.065
Si 0.0181 0.0575 -0.0472
Si -0.0301 0.0774 0.1106
Si -0.0108 0.038 0.0152
Si -0.0141 0.0028 0.0679
Si 0.0564 -0.0362 0.015
Si -0.0021 -0.0006 0.0017
Si 0.0149 -0.0159 -0.0059
Si -0.0037 -0.0087 -0.0003
Si 0.0064 -0.0029 -0.0033
Si 0.0007 0.0123 -0.0037
Si -0.003 0.0092 0.0026
Si 0.0057 -0.0022 0.0011
Si 0.0001 -0.002 -0.0015
Si 0.004 -0.0054 -0.0026
Si 0.0094 0.0021 -0.0028
Si -0.003 0.0111 -0.0139
Si 0.0038 0.0077 -0.0103
Si -0.0035 -0.0062 -0.005
Si 0.0013 0.0004 0.0159
Si -0.0011 -0.0064 0.0093
Si -0.0018 0.0114 0.0149
Si 0.0068 0.0148 -0.0084
Si -0.0327 -0.0032 0.003
Si 0.0005 0.0043 0.0098
Si 0.0176 0.0072 -0.0006
Si 0.0074 -0.0012 0.0152
Si -0.0095 0.0004 0.0113
Si -0.0088 0.0014 0.0095
Si 0.0058 0.0103 0.0087
Si 0.0142 -0.0488 0.0153
Si 0.0088 -0.0126 0.0527
Si -0.0155 -0.0291 0.0351
Si -0.0353 -0.0045 0.0578
Si 0.0191 0.0118 0.0389
Si -0.0052 -0.0055 0.0436
Si 0.0093 -0.0172 0.0087
Si 0.0319 -0.0133 0.0413
Si 0.0495 -0.0616 0.0226
Si -0.0127 0.0187 0.0435
Si -0.0326 0.0099 0.069
Si -0.0347 0.022 0.0335
O 0.0106 -0.0116 -0.0399
O 0.0089 0.0534 -0.0627
O 0.0084 0.0237 -0.1321
O -0.0114 0.015 -0.0959
O 0.0093 -0.0246 -0.0555
O -0.0143 0.0363 -0.0601
O -0.0024 -0.0321 -0.047
O -0.0192 -0.0126 -0.055
O -0.0023 0.0051 -0.0287
O 0.0153 -0.0333 -0.0706
O -0.0037 -0.056 -0.0852
O 0.0248 0.0283 -0.0476
O 0.0379 0.0243 0.058
O -0.0821 -0.0562 0.0035
O 0.0034 -0.0778 0.1315
O -0.0234 0.0371 0.0718
O 0.0194 0.0684 0.1154
O -0.0151 -0.0603 0.115
O -0.019 -0.0584 0.1435
O -0.0064 -0.0626 0.0971
O -0.0104 0.0612 0.1414
O -0.0039 0.073 0.1195
O -0.0145 -0.0742 0.1752
O -0.0011 -0.0618 0.139
Si -0.024 -0.0275 0.0516
P 0.0499 -0.1929 -0.2474
Si -0.0005 -0.0168 0.059
Si -0.0332 0.012 0.057
Si -0.0097 -0.005 -0.0137
Si -0.0212 -0.0108 -0.0669
Si -0.0064 0.0191 0.0893
Si -0.002 -0.0157 0.085
Si -0.0074 -0.048 0.0484
Si 0.0921 -0.2541 -0.0595
Si 0.0278 -0.0058 0.0947
Si -0.0145 -0.0151 -0.036
Si 0.0227 0.0084 -0.1135
P 0.2809 0.1317 0.0009
Si -0.0688 -0.0212 -0.1412
Si -0.0059 -0.0133 -0.0556
Si 0.1416 0.0734 0.1303
Si -0.0145 0.0735 0.0269
Si -0.0397 -0.0364 0.0469
Si -0.0013 -0.0008 0.0302
Si 0.0452 0.0389 -0.0278
Si 0.0071 0.0193 -0.0265
Si -0.0283 0.0075 0.0632
Si -0.0536 0.0654 -0.0837
Si -0.0151 -0.0019 0.0598
Si 0.0116 0.0292 0.0547
Si 0.0218 0.0167 -0.128
Si 0.0073 0.096 0.0252
Si -0.0406 -0.0609 0.1164
Si 0.0161 0.0032 0.1036
Si -0.0213 -0.0313 0.0825
Si 0.0337 0.0051 0.085
Si 0.0364 0.0097 -0.101
Si 0.0147 -0.0108 0.0376
Si -0.0367 0.0277 0.0887
Si 0.1254 0.1627 -0.1891
Si 0.0385 0.0293 0.078
Si 0.0492 0.0066 0.0782
Si 0.0708 -0.1152 -0.1026
O 0.024 -0.0264 -0.0498
O 0.0178 -0.0245 -0.0453
O -0.0178 0.032 0.0384
O -0.1498 0.0056 0.5592
O -0.0072 -0.0036 -0.0085
O 0.001 -0.0067 -0.0426
O 0.0018 -0.0645 -0.0097
O 0.0059 0.0133 -0.0331
O -0.1119 0.1534 0.1123
O -0.0388 -0.0194 -0.0995
O -0.0091 -0.0055 -0.0286
O 0.007 0.0046 -0.034
O -0.0038 0.003 -0.0142
O 0.0029 0.0064 -0.0203
O -0.0435 0.0012 -0.1054
O 0.0106 -0.0126 -0.0253
O -0.0033 -0.0172 -0.0422
O 0.0079 0.0155 -0.0399
O 0.0066 0.0604 0.0454
O 0.0209 -0.0012 0.0396
O 0.0265 -0.0087 -0.0468
O -0.0135 -0.0059 -0.0384
O 0.0024 -0.0044 0.047
O -0.0103 0.0127 -0.0256
O 0.0243 0.0068 -0.0228
O -0.0108 -0.0054 -0.0133
O -0.0217 -0.0269 -0.1556
O -0.0044 0.0017 0.0197
O -0.0373 -0.0302 0.0571
O -0.0109 0.0095 -0.0219
O -0.0859 -0.0022 -0.1121
O -0.0042 -0.016 -0.0358
O -0.0149 0.0043 -0.0378
O -0.0238 -0.0602 -0.0854
O 0.0393 0.0125 -0.044
O -0.0135 0.0103 -0.0132
O -0.012 -0.0049 -0.0348
O -0.0086 -0.0055 -0.0248
O 0.0176 -0.0274 -0.0059
O -0.0356 0.0062 -0.0247
O 0.0203 -0.0025 -0.0204
O 0.0026 -0.0045 -0.0278
O 0.0031 0.0293 -0.0379
O -0.1664 0.1696 0.0767
O 0.024 0.0185 0.0324
O -0.0018 0.0141 -0.0184
O -0.014 -0.0235 -0.0551
O -0.0457 -0.0634 -0.007
O -0.0094 0.0215 0.0488
O -0.025 -0.0299 0.0192
O 0.0162 0.0017 -0.051
O 0.0257 0.0013 -0.0279
O -0.0487 -0.0197 0.0563
O 0.0248 0.0179 -0.0466
O 0.0076 -0.0166 0.0233
O -0.0094 0.0077 -0.0241
O -0.0312 0.028 -0.0038
O -0.0179 -0.0017 -0.0149
O 0.0346 -0.0335 0.0349
O 0.0098 -0.0093 -0.0161
O -0.0149 -0.0134 0.0333
O -0.0102 -0.0125 -0.0103
O -0.0202 0.0294 0.011
O -0.0134 0.0172 -0.0835
O 0.0355 -0.0105 0.072

The program warned: the cutoff lies below the one the program advises for these potential files; the forces do not sum to zero within the program's tolerance; the exchange-correlation potential is rough where the density is thin.
